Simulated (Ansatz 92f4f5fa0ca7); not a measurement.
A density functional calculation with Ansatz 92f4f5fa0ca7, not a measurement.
Periodic cell of 220 atoms, Si132O88, from a study of silicon, its oxide and their interface. The atomic structure is a simulated model.
Doubt: the cutoff is far below the 930 eV that the study's wrapper takes by default for these files, so forces and energies are approximate.
This geometry differs little from another in the collection (a relaxation step or a small displacement).

Settings: functional PBE; potential files Ansatz PAW; basis plane waves; wave-function cutoff 580 eV; density cutoff ratio 5; exchange-correlation grid ratio 1; k mesh 1 x 1 x 1, Gamma-centred; self-consistency stop 5e-08 eV per atom in the density residual; occupations fixed; spin none; net charge 0.

Cell vectors (angstrom)
a	10.938	0	0
b	0	10.938	0
c	0	0	32.6713

Atoms: element, x, y, z (angstrom)
Si	-0.0703	0.9203	24.7963
Si	5.6009	-0.243	25.2296
Si	2.5613	3.2441	25.2432
Si	8.1637	2.5989	24.9919
Si	0.1302	5.3004	25.0697
Si	5.1602	6.0178	25.3481
Si	2.7741	8.1373	25.3274
Si	7.818	8.444	25.2501
Si	1.3519	1.6532	26.4971
Si	6.7916	1.3769	26.4914
Si	4.1209	4.2989	26.5633
Si	9.4055	4.1798	26.3659
Si	1.2337	6.8486	26.5284
Si	6.7572	6.9947	26.6967
Si	3.994	9.671	26.5971
Si	9.5037	9.5714	26.4218
Si	2.6165	0.1332	27.8689
Si	8.1936	0.0303	27.8619
Si	-0.1217	2.8587	27.8705
Si	5.4341	2.7798	27.86
Si	2.6743	5.5444	27.9261
Si	8.1533	5.5235	27.8773
Si	-0.0774	8.251	27.8773
Si	5.3547	8.3171	27.9929
Si	4.1018	1.3673	29.253
Si	9.5708	1.3673	29.253
Si	1.3673	4.1018	29.253
Si	6.8362	4.1018	29.253
Si	4.1018	6.8362	29.253
Si	9.5708	6.8362	29.253
Si	1.3673	9.5708	29.253
Si	6.8362	9.5708	29.253
Si	0	0	30.6203
Si	5.469	0	30.6203
Si	2.7345	2.7345	30.6203
Si	8.2035	2.7345	30.6203
Si	0	5.469	30.6203
Si	5.469	5.469	30.6203
Si	2.7345	8.2035	30.6203
Si	8.2035	8.2035	30.6203
Si	1.3673	1.3673	31.9875
Si	6.8362	1.3673	31.9875
Si	4.1018	4.1018	31.9875
Si	9.5708	4.1018	31.9875
Si	1.3673	6.8362	31.9875
Si	6.8362	6.8362	31.9875
Si	4.1018	9.5708	31.9875
Si	9.5708	9.5708	31.9875
Si	2.7345	0	0.6835
Si	8.2035	0	0.6835
Si	0	2.7345	0.6835
Si	5.469	2.7345	0.6835
Si	2.7345	5.469	0.6835
Si	8.2035	5.469	0.6835
Si	0	8.2035	0.6835
Si	5.469	8.2035	0.6835
Si	4.1018	1.3673	2.0507
Si	9.5708	1.3673	2.0507
Si	1.3673	4.1018	2.0507
Si	6.8362	4.1018	2.0507
Si	4.1018	6.8362	2.0507
Si	9.5708	6.8362	2.0507
Si	1.3673	9.5708	2.0507
Si	6.8362	9.5708	2.0507
Si	0	0	3.418
Si	5.469	0	3.418
Si	2.7345	2.7345	3.418
Si	8.2035	2.7345	3.418
Si	0	5.469	3.418
Si	5.469	5.469	3.418
Si	2.7345	8.2035	3.418
Si	8.2035	8.2035	3.418
Si	1.4604	1.2488	4.6706
Si	6.9957	1.2936	4.7892
Si	4.1374	4.0584	4.6702
Si	9.6271	4.0213	4.8482
Si	1.4393	6.7436	4.8548
Si	6.9256	6.7983	4.7932
Si	4.1593	9.4422	4.7194
Si	9.5958	9.4904	4.9234
Si	2.7373	-0.1999	6.022
Si	8.3066	0.0072	6.3803
Si	0.2222	2.584	6.0786
Si	5.5399	2.7042	5.9351
Si	2.8707	5.2994	6.1836
Si	8.1191	5.2937	6.235
Si	0.1116	8.0526	6.3371
Si	5.5327	8.1523	6.1297
Si	4.1847	1.2469	7.0727
Si	10.1684	1.084	7.5861
Si	1.9966	3.4611	7.4207
Si	6.2892	4.3556	7.4094
Si	4.6352	6.3013	7.3442
Si	9.2906	6.0322	8.1407
Si	1.349	9.6109	7.5919
Si	6.4065	9.954	7.4613
O	1.3419	4.2291	24.639
O	6.7169	9.5795	24.7197
O	3.1584	2.328	7.8483
O	8.3885	6.7667	9.2998
O	4.0153	6.7935	8.7993
O	0.2436	-0.1647	8.0943
O	3.9397	7.0431	24.9289
O	10.4431	-0.5915	25.2764
O	-0.5308	7.0979	7.5667
O	1.3263	3.7617	8.8911
O	10.0045	2.0686	8.9255
O	6.617	7.6717	10.9912
O	5.2648	0.1987	7.8477
O	2.1627	8.8389	8.8318
O	6.7968	3.6477	8.8441
O	8.9805	6.7989	11.9384
O	3.446	2.6679	23.9668
O	4.8729	0.3606	23.8813
O	9.465	1.7264	24.448
O	10.3776	5.9252	23.6906
O	8.2865	7.5894	23.9226
O	2.1466	8.8797	23.9921
O	5.8883	5.7608	23.9001
O	0.8086	11.9576	23.4157
Si	3.2594	7.9356	9.6828
Si	13.0019	5.0167	18.9954
Si	6.5872	3.6287	10.4677
Si	4.2886	1.6283	23.0178
Si	7.0999	2.9611	17.1666
Si	12.4725	0.7101	21.9835
Si	6.7152	8.4418	18.1801
Si	14.6863	9.2708	19.0288
Si	8.7422	4.9631	15.3834
Si	7.8144	6.6265	20.5563
Si	3.9985	3.5107	16.9867
Si	8.869	7.4084	13.4547
Si	11.7608	7.7954	14.5599
Si	4.4473	5.0986	14.2597
Si	7.8094	6.5426	10.812
Si	1.1711	8.7429	22.6809
Si	7.2127	-1.067	14.145
Si	6.0337	-1.8832	10.3132
Si	16.4179	7.6695	15.4482
Si	6.2126	2.9202	22.3466
Si	13.1698	6.4922	12.3578
Si	12.1169	3.6359	12.1429
Si	8.1185	10.9343	16.8669
Si	5.4666	-5.0603	22.3347
Si	6.2986	0.9001	11.9207
Si	0.0276	3.0653	14.9085
Si	-0.0468	1.1506	17.2391
Si	2.9721	11.4677	17.3625
Si	13.7926	8.9325	16.3173
Si	9.5915	7.2178	23.0264
Si	8.1764	-7.4668	20.0857
Si	10.7583	3.4427	9.4415
Si	0.212	2.7462	19.9075
Si	11.3661	-5.5044	16.503
Si	2.9771	7.2018	21.0562
Si	15.2301	3.027	12.0554
O	12.3593	8.952	15.5344
O	11.8141	-6.99	15.9957
O	9.8824	4.7323	8.9599
O	4.9167	3.7984	13.3753
O	6.9087	0.3385	13.3466
O	3.4003	8.6843	20.503
O	-1.3273	0.1855	17.4964
O	6.7614	9.1722	8.858
O	7.2929	4.9958	11.0501
O	-3.8507	2.203	11.203
O	3.2477	-6.6757	18.1988
O	7.3984	-1.0513	17.8813
O	5.2767	8.7832	18.8259
O	3.1425	11.9965	21.9795
O	12.2467	10.0575	21.738
O	3.3475	12.9575	16.872
O	11.9863	6.4092	15.3709
O	9.132	6.9688	21.4732
O	5.4875	4.3189	21.8599
O	5.5772	6.22	14.6729
O	5.5386	3.2815	17.4339
O	10.5555	-2.411	23.088
O	7.9495	3.0344	18.543
O	14.5435	-0.0265	18.799
O	1.2631	-6.9442	19.9783
O	12.5737	7.7704	13.1592
O	9.7341	5.5619	16.5532
O	1.1448	5.2722	12.245
O	10.2109	7.9818	14.1658
O	18.8482	5.0701	20.1212
O	-4.4431	6.8071	21.4884
O	4.4022	8.9496	10.2596
O	-0.2353	1.6651	15.6902
O	7.9798	8.7545	13.248
O	13.658	8.6015	17.9235
O	-6.9194	6.5628	22.1193
O	17.3647	7.5897	16.7965
O	9.7125	3.171	20.5373
O	1.0119	5.7335	17.9755
O	0.8244	12.4469	20.7617
O	3.8758	-3.1183	15.7227
O	5.8775	-1.9001	14.63
O	8.1779	-0.6892	15.3952
O	3.4549	5.8986	13.2456
O	7.644	7.5775	19.2273
O	4.7697	1.4569	12.1635
O	7.2063	3.046	23.6924
O	7.5463	-6.8265	16.0838
O	10.9114	2.3596	18.3373
O	4.9769	3.7176	10.7381
O	6.3431	-0.4487	11.0151
O	13.6316	3.1237	11.8182
O	7.2008	-8.3508	21.0715
O	14.4379	10.4358	16.1969
O	12.2877	0.3554	17.4446
O	8.2816	6.2083	14.4261
O	7.3171	1.4171	16.6659
O	9.6008	3.8753	14.5027
O	14.7878	4.4221	15.6345
O	2.5811	7.083	10.8893
O	10.9681	3.2518	11.0487
O	11.7701	2.8464	13.5274
O	13.7368	-4.7709	19.8414
O	1.5698	7.4087	21.8372

Results
free energy: -133961.286 eV
free energy less fixed offsets of O -568.88, Si -635.61 eV per atom: 0.674 eV

Forces (eV/angstrom), in the order of the atoms: element, x, y, z
Si	-0.0421	0.0307	-0.2122
Si	0.0656	0.0965	0.1157
Si	-0.1586	-0.0897	-0.3449
Si	-0.0262	0.1503	0.1061
Si	0.0292	-0.0592	0.1311
Si	-0.0065	0.0846	-0.1264
Si	0.0369	-0.0062	0.1726
Si	-0.0669	0.154	-0.1812
Si	0	0.0557	0.1132
Si	0.0032	-0.0664	-0.0775
Si	0.0591	-0.0255	0.1278
Si	0.0066	-0.0953	-0.0428
Si	0.0597	0.004	-0.0454
Si	-0.0973	-0.0296	0.132
Si	-0.0274	-0.076	0.006
Si	-0.0006	0.0434	0.0889
Si	0.0926	-0.0565	-0.0114
Si	0.0158	-0.0012	-0.0404
Si	-0.0202	0.0301	-0.0499
Si	0.0427	-0.0213	-0.0738
Si	-0.0859	-0.0026	-0.057
Si	0.0852	-0.0507	-0.0341
Si	0.0066	-0.0225	-0.0898
Si	0.0196	0.0547	-0.1048
Si	-0.227	0.3097	-0.1683
Si	-0.0574	0.1874	-0.1005
Si	-0.3561	0.201	0.0802
Si	-0.0419	0.0237	-0.131
Si	-0.3697	0.1751	0.5979
Si	-0.1849	0.0594	0.0168
Si	-0.2361	0.2264	-0.2491
Si	0.1228	0.3758	0.2917
Si	0.0413	-0.0459	-0.0049
Si	0.157	0.0155	0.0095
Si	0.0662	-0.0865	-0.0325
Si	0.0341	-0.0826	-0.0074
Si	0.1555	-0.008	0.0309
Si	0.0058	-0.0405	-0.0152
Si	0.1237	-0.0872	0.0349
Si	-0.0064	-0.069	-0.0071
Si	-0.0153	0.0503	-0.0118
Si	-0.08	0.1049	-0.0079
Si	-0.0916	0.0465	-0.0088
Si	-0.0399	0.0298	-0.0326
Si	-0.1145	0.091	0.0004
Si	-0.0319	0.0624	-0.0061
Si	-0.074	0.0209	-0.0337
Si	-0.0565	0.0316	-0.0175
Si	0.0959	-0.0526	0.0461
Si	0.0298	-0.0414	0.0038
Si	0.0646	-0.0526	0.0024
Si	0.0824	-0.1035	0.0163
Si	0.1021	-0.0132	0.013
Si	0.0233	-0.0763	0.0367
Si	0.1133	-0.0548	-0.0062
Si	-0.0075	-0.027	0.0122
Si	-0.055	0.1766	-0.0226
Si	-0.0818	0.0572	-0.0287
Si	-0.1134	-0.0886	-0.0137
Si	-0.0384	0.1149	0.0438
Si	-0.0653	0.0286	-0.0489
Si	0.0254	0.1685	0.0358
Si	-0.2376	-0.1184	0.0202
Si	-0.0215	0.054	-0.0206
Si	-0.3918	-0.7054	-0.0133
Si	0.4171	-0.1589	0.2341
Si	0.1003	-0.285	-0.8231
Si	0.5601	-0.1022	-0.094
Si	0.0443	-0.185	0.5096
Si	0.3543	0.2918	-0.2642
Si	-0.2498	-0.6277	-0.2304
Si	0.3493	0.0742	0.1985
Si	0.0418	-0.0271	0.1065
Si	-0.0371	0.0166	0.0578
Si	0.0084	-0.0604	0.0717
Si	-0.0156	0.0436	0.0473
Si	-0.0499	-0.0083	0.0506
Si	0.0179	0.0257	0.05
Si	0.0121	0.0473	0.0911
Si	0.0902	-0.0885	0.0228
Si	-0.0263	0.0488	0.0081
Si	-0.0599	0.0586	-0.028
Si	-0.008	0.0715	-0.1057
Si	0.0288	0.0286	-0.0244
Si	0.0014	0.121	-0.1054
Si	-0.0058	-0.0757	-0.0114
Si	-0.0144	0.0877	-0.0213
Si	0.0064	0.0704	-0.0707
Si	-0.0104	-0.032	-0.0992
Si	0.1377	-0.1712	0.1894
Si	0.0376	-0.2005	0.0464
Si	0.0752	0.0755	-0.0191
Si	-0.0182	-0.1095	0.0967
Si	-0.0347	0.0111	0.0445
Si	-0.0842	0.0324	-0.0985
Si	-0.0676	0.0394	-0.0407
O	0.0328	0.0488	0.0028
O	0.0519	-0.0921	-0.0068
O	0.009	-0.0172	0.0376
O	-0.0014	0.0023	-0.0328
O	0.006	0.027	-0.0586
O	0.0582	0.01	-0.0669
O	-0.0563	0.0372	-0.0113
O	0.045	0.0014	0.0411
O	-0.03	-0.0685	-0.0083
O	0.0219	-0.0003	-0.0623
O	0.0031	0.0106	-0.082
O	-0.0027	0.013	-0.0107
O	0.006	0.0192	0.0227
O	0.0202	-0.0167	0.0564
O	-0.0099	-0.0231	0.009
O	0.0061	0.0124	0.0093
O	-0.0932	0.1576	0.2982
O	0.0017	-0.0252	-0.0076
O	0.0245	-0.0385	0.0293
O	-0.011	0.0387	-0.038
O	0.0086	0.0082	0.0739
O	-0.029	-0.0009	-0.0686
O	-0.0084	0.0147	0.0866
O	-0.0082	-0.0075	0.0536
Si	-0.0207	0.0219	0.0126
Si	0.0018	-0.0069	0.0089
Si	0.0062	0.0294	0.0357
Si	-0.0672	-0.0891	-0.0488
Si	0.0189	0.0038	0.0223
Si	0.0243	0.0105	-0.0179
Si	-0.0005	-0.0122	0.0163
Si	-0.0032	-0.0163	0.002
Si	0.0096	0.0051	-0.0063
Si	0.0083	-0.0249	-0.0147
Si	-0.0202	0.018	0.0078
Si	0.0034	-0.004	-0.0234
Si	0.0036	-0.0184	-0.0017
Si	-0.0048	-0.0175	-0.0262
Si	0.0028	-0.023	0.0138
Si	0.0138	0.0156	-0.0351
Si	-0.0003	0.014	-0.0247
Si	0.0111	0.0073	0.0714
Si	0.0021	0.0089	0.004
Si	0.0288	0.0585	0.0008
Si	0.0026	-0.0113	0.019
Si	0.0164	0.007	0.0185
Si	-0.0007	-0.0062	0.0012
Si	0.0079	-0.0578	-0.0469
Si	-0.0065	0.0175	0.0063
Si	0.0072	0.0137	-0.0112
Si	-0.0022	0.0251	0.015
Si	0.0132	-0.0004	0.0004
Si	0.007	-0.0043	0.0151
Si	0.0048	-0.0342	-0.0542
Si	0.0038	0.0079	0.0024
Si	-0.0504	0.0234	0.0638
Si	0.0079	0.0043	-0.0014
Si	0.0056	-0.0001	0.0185
Si	-0.0028	-0.0114	-0.0363
Si	0.0116	0.0048	0.0089
O	0.0036	0.0022	0.0013
O	0.0014	0.0074	-0.0014
O	0.0311	-0.0353	-0.0203
O	-0.007	0.0177	0.0136
O	0.0056	-0.0192	0.0174
O	0.0111	0.0059	0.0114
O	0.0024	-0.0043	0.0005
O	0.0018	-0.0012	-0.0106
O	0.0068	-0.0055	-0.0169
O	0.0023	-0.0138	-0.0188
O	0.0025	-0.0004	0.0034
O	0.0036	0.0108	0.002
O	0.0057	0.002	-0.002
O	0.0197	0.0057	0.0075
O	-0.0086	-0.0261	0.0271
O	0.0039	-0.0087	0.0011
O	-0.0017	0.0096	0.0057
O	0.0057	0.0041	0.0387
O	-0.0212	0.0314	0.0229
O	0.0063	0.0116	0.0085
O	0.0068	-0.0049	0.0036
O	0.0038	0.0014	0.0465
O	-0.0034	-0.0046	-0.011
O	-0.001	0.0067	0.0027
O	-0.0027	-0.0073	0.0069
O	-0.0038	0.0088	0.0005
O	-0.0007	0.0007	0.0071
O	0.0009	-0.0022	-0.0052
O	-0.0033	0.0039	0.0016
O	0.0009	0.0108	0.0097
O	-0.0013	0.0161	0.0213
O	-0.001	0.0078	-0.0306
O	-0.001	-0.008	0.0035
O	-0.0053	0.0056	0.009
O	0.0005	0.0092	-0.0051
O	-0.0132	0.0137	0.0182
O	0.0002	-0.0018	-0.003
O	0.009	0.0019	0.0077
O	-0.0046	-0.0007	-0.0159
O	-0.0058	0.0116	0.0078
O	0.0054	0.0034	-0.0029
O	-0.0056	-0.0063	0.006
O	0.0099	0.0059	0.0147
O	0.003	0.0027	-0.0001
O	-0.0092	0.0102	-0.0095
O	0.0013	-0.0038	-0.0066
O	0.0162	-0.0433	0.0332
O	-0.0027	-0.0028	0.0017
O	-0.0013	-0.0111	-0.0099
O	-0.0091	-0.0085	0.0036
O	-0.0007	-0.0032	-0.013
O	-0.009	0.0027	-0.0117
O	0.0457	-0.0295	-0.0587
O	-0.0058	0.0056	-0.0004
O	-0.0028	-0.0032	0.0033
O	-0.0027	-0.0008	0.0088
O	-0.0056	0.0029	-0.0037
O	-0.0059	-0.0031	0.0031
O	0.0023	0.0003	0.0073
O	0.0009	-0.0054	-0.0076
O	0.0018	-0.0046	-0.0254
O	-0.0065	-0.0015	0.0123
O	0.0129	0.0046	0.0169
O	0.0093	-0.0071	0.0209

The program warned: the cutoff lies below the one the program advises for these potential files; the forces do not sum to zero within the program's tolerance; the exchange-correlation potential is rough where the density is thin.
